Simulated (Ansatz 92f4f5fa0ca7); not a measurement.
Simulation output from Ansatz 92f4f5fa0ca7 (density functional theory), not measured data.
Periodic cell of 212 atoms, Si132O80, from a study of silicon, its oxide and their interface. The atomic structure is a simulated model.
Doubt: the cutoff is far below the 930 eV that the study's wrapper takes by default for these files, so forces and energies are approximate.
This geometry differs little from another in the collection (a relaxation step or a small displacement).

Settings: functional PBE; potential files Ansatz PAW; basis plane waves; wave-function cutoff 580 eV; density cutoff ratio 5; exchange-correlation grid ratio 1; k mesh 1 x 1 x 1, Gamma-centred; self-consistency stop 5e-08 eV per atom in the density residual; occupations fixed; spin none; net charge 0.

Cell vectors (angstrom)
a	10.938	0	0
b	0	10.938	0
c	0	0	31.1475

Atoms: element, x, y, z (angstrom)
Si	-0.5031	0.3024	23.7758
Si	6.1335	-0.4366	23.5664
Si	2.2345	3.2486	23.8507
Si	8.7979	2.1634	23.886
Si	0.424	4.8603	23.9769
Si	5.0799	6.0003	23.6199
Si	3.3045	7.7237	23.7426
Si	7.8943	8.7473	23.7483
Si	1.3632	1.3101	24.8987
Si	6.9022	1.3023	24.9856
Si	4.1393	4.1747	24.9014
Si	9.5898	3.978	25.1608
Si	1.4384	6.7961	24.9466
Si	6.8666	6.9022	24.894
Si	4.2691	9.567	24.8582
Si	9.5316	9.6161	25.1892
Si	2.7941	-0.0409	26.256
Si	8.1722	0.0242	26.4861
Si	0.0722	2.6364	26.4345
Si	5.4807	2.734	26.2783
Si	2.7655	5.4531	26.3816
Si	8.1842	5.4803	26.3231
Si	0.0424	8.1663	26.338
Si	5.5148	8.2047	26.3606
Si	4.1018	1.3673	27.7292
Si	9.5708	1.3673	27.7292
Si	1.3673	4.1018	27.7292
Si	6.8362	4.1018	27.7292
Si	4.1018	6.8362	27.7292
Si	9.5708	6.8362	27.7292
Si	1.3673	9.5708	27.7292
Si	6.8362	9.5708	27.7292
Si	0	0	29.0965
Si	5.469	0	29.0965
Si	2.7345	2.7345	29.0965
Si	8.2035	2.7345	29.0965
Si	0	5.469	29.0965
Si	5.469	5.469	29.0965
Si	2.7345	8.2035	29.0965
Si	8.2035	8.2035	29.0965
Si	1.3673	1.3673	30.4637
Si	6.8362	1.3673	30.4637
Si	4.1018	4.1018	30.4637
Si	9.5708	4.1018	30.4637
Si	1.3673	6.8362	30.4637
Si	6.8362	6.8362	30.4637
Si	4.1018	9.5708	30.4637
Si	9.5708	9.5708	30.4637
Si	2.7345	0	0.6835
Si	8.2035	0	0.6835
Si	0	2.7345	0.6835
Si	5.469	2.7345	0.6835
Si	2.7345	5.469	0.6835
Si	8.2035	5.469	0.6835
Si	0	8.2035	0.6835
Si	5.469	8.2035	0.6835
Si	4.1018	1.3673	2.0507
Si	9.5708	1.3673	2.0507
Si	1.3673	4.1018	2.0507
Si	6.8362	4.1018	2.0507
Si	4.1018	6.8362	2.0507
Si	9.5708	6.8362	2.0507
Si	1.3673	9.5708	2.0507
Si	6.8362	9.5708	2.0507
Si	0	0	3.418
Si	5.469	0	3.418
Si	2.7345	2.7345	3.418
Si	8.2035	2.7345	3.418
Si	0	5.469	3.418
Si	5.469	5.469	3.418
Si	2.7345	8.2035	3.418
Si	8.2035	8.2035	3.418
Si	1.38	1.3536	4.7398
Si	6.8042	1.4166	4.8585
Si	4.072	4.1253	4.75
Si	9.5723	4.1286	4.8637
Si	1.3543	6.816	4.8328
Si	6.8276	6.846	4.7391
Si	4.057	9.5908	4.838
Si	9.4707	9.6577	4.6911
Si	2.6888	0.0424	6.2332
Si	8.1324	-0.0153	6.2115
Si	0.0584	2.6947	6.1459
Si	5.4624	2.8825	6.2023
Si	2.6602	5.3315	6.2213
Si	8.1974	5.5857	6.2207
Si	-0.0851	8.3163	5.9851
Si	5.3953	8.1271	6.1182
Si	3.7623	1.7972	7.4185
Si	10.0028	0.9409	7.3216
Si	1.8439	3.4387	7.5463
Si	6.3346	4.7917	7.4315
Si	4.4373	6.3314	7.3598
Si	9.0301	7.5662	7.2776
Si	0.7257	10.0956	7.2913
Si	7.1246	9.0738	7.3731
O	0.6874	9.506	8.8638
O	1.2525	3.6127	9.0887
O	9.7179	1.4138	8.9017
O	6.5989	9.1945	8.952
O	4.515	1.1799	8.778
O	3.8304	6.6016	8.8884
O	6.7392	4.8479	9.0757
O	9.5162	7.6773	8.8815
O	2.2614	3.2266	22.1534
O	5.9879	11.0715	21.9887
O	8.4116	2.6919	22.3709
O	0.0013	4.6718	22.3405
O	8.6946	8.4772	22.2955
O	2.855	8.1904	22.2008
O	5.6229	5.71	22.0621
O	10.5654	10.4468	22.2903
Si	1.3269	4.3637	21.4051
Si	1.4603	3.7049	15.6684
Si	8.7373	0.7086	9.9994
Si	6.1663	0.8351	20.5207
Si	0.2994	13.3958	19.3395
Si	4.0367	6.7458	10.5
Si	10.0604	9.051	21.5716
Si	3.5822	7.5787	18.9833
Si	8.5792	5.4692	19.3752
Si	5.0512	14.0818	19.0591
Si	0.0951	10.5903	14.5428
Si	6.0446	9.229	10.4899
Si	-2.5347	1.9636	12.9514
Si	4.772	10.2679	18.1152
Si	8.2173	0.1472	15.3337
Si	6.0747	3.6321	13.9993
Si	12.7271	7.394	21.2478
Si	-3.8167	8.7114	16.6928
Si	0.4336	2.3368	13.2015
Si	5.8654	6.6274	14.8448
Si	3.0958	6.3741	16.246
Si	6.9615	13.3972	16.5538
Si	1.3594	3.7724	10.7086
Si	7.8639	5.0933	10.2214
Si	1.0614	6.8188	11.5368
Si	7.4454	7.4673	12.354
Si	8.7604	2.5235	20.8023
Si	2.7222	12.7106	17.7668
Si	5.6516	5.902	20.4401
Si	5.6343	1.1819	9.969
Si	4.4523	3.7687	11.4784
Si	-0.6331	7.8687	13.6921
Si	-0.5817	8.8549	9.6841
Si	-1.3185	3.8309	17.056
Si	0.5344	8.3144	16.274
Si	-1.3931	8.2369	18.775
O	4.7194	3.6353	13.0896
O	9.3077	-0.8614	10.0812
O	1.8817	7.4338	16.2165
O	1.3387	3.3852	14.0714
O	8.1361	8.5031	17.9652
O	5.0331	4.6121	19.6991
O	0.8396	5.27	11.0905
O	2.1074	5.7948	21.4457
O	-0.0243	4.2392	16.1525
O	4.7074	5.348	11.0683
O	-1.3602	6.7679	19.5402
O	6.2349	7.3895	13.4469
O	3.6181	3.011	18.3204
O	5.777	9.578	17.0353
O	8.8932	7.3718	13.0725
O	5.4108	2.6096	10.7717
O	11.2375	7.9026	21.6715
O	6.2732	13.8433	17.9684
O	-3.6851	8.8698	11.5414
O	0.6241	2.6141	11.6036
O	7.4213	11.8276	16.5646
O	-0.7271	2.7225	18.1004
O	5.9145	2.6636	15.3084
O	10.2678	1.9015	20.54
O	4.7571	7.2077	20.0553
O	5.4165	-0.2186	10.8221
O	5.1661	2.115	20.3281
O	9.8349	11.2588	15.4468
O	-3.1459	11.6897	13.8779
O	3.7068	6.5025	17.7593
O	9.1665	4.2985	10.2981
O	7.3688	6.2281	11.2596
O	0.9571	14.8108	19.8942
O	3.7869	11.4716	17.5437
O	-3.0825	9.5045	15.4619
O	2.0972	7.6093	19.6702
O	7.3007	3.1727	13.0045
O	8.3639	3.2339	16.2016
O	-2.0343	16.0212	17.819
O	0.6339	6.9994	13.107
O	8.7092	4.0559	20.2018
O	7.141	6.0951	19.8121
O	-4.2594	7.2517	16.116
O	2.9247	3.4841	11.0835
O	2.5564	4.8729	15.9328
O	4.2591	6.7182	15.1449
O	11.0485	7.9757	10.8637
O	11.7905	11.7491	13.6754
O	5.7263	10.7133	19.3631
O	-0.1248	8.413	17.7564
O	2.6402	7.109	11.258
O	-0.4647	-1.4482	13.4526
O	1.9716	24.2007	16.415
O	7.6838	1.4151	20.2395
O	1.5144	12.3968	18.8614
O	-4.5739	5.0979	14.6332
O	-3.7413	1.0241	9.4395
O	9.7248	9.3274	19.9908
O	-5.9865	8.0598	10.7399
O	0.9929	9.777	15.6508
O	-1.145	2.5575	13.5498
O	3.7233	9.1205	18.5346
O	-0.6039	7.6281	15.3105
O	8.7276	1.3383	11.4903

Results
free energy: -129407.148 eV
free energy less fixed offsets of O -568.88, Si -635.61 eV per atom: 3.772 eV

Forces (eV/angstrom), in the order of the atoms: element, x, y, z
Si	0.0013	0.0012	-0.0001
Si	0.0005	-0.0005	-0.0007
Si	-0.001	0.0024	0
Si	0.0005	-0.0008	-0.0018
Si	0.0022	-0.004	-0.002
Si	0.0004	0.0016	0.0001
Si	-0.0018	-0.0041	-0.0022
Si	-0.0017	-0.0013	-0.0005
Si	-0.0012	-0.0011	0.0006
Si	-0.0014	0.0006	0.0016
Si	-0.0014	-0.0002	0.0009
Si	-0.0012	0.0004	0.0022
Si	0.0004	0.0029	0.0033
Si	0.0003	-0.0001	0.0002
Si	0.0006	0.0027	0.002
Si	0.0001	0.0002	0.0004
Si	-0.0001	0.0001	-0.0008
Si	0.0001	0.0001	-0.0023
Si	0.0021	0.0018	-0.0036
Si	0.0007	-0.0001	-0.0008
Si	0.0016	0.0013	-0.0047
Si	0	0	-0.0009
Si	0.0006	-0.0007	-0.0016
Si	0.0002	-0.0009	-0.0022
Si	0.018	0.0148	-0.6609
Si	0.0971	-0.0231	0.862
Si	0.3038	-0.1813	0.2454
Si	-0.1342	0.0028	-0.3955
Si	0.1399	0.1504	0.0541
Si	0.0574	-0.0884	-0.3041
Si	0.3256	-0.0356	-0.4743
Si	-0.2161	-0.1838	0.676
Si	-0.1233	0.0545	0.0289
Si	0.0012	-0.0989	0.026
Si	-0.0267	0.0978	0.0263
Si	0.1483	0.0394	0.0201
Si	-0.0733	-0.0552	-0.0176
Si	-0.0429	0.0276	0.0051
Si	0.0611	0.0581	0.0072
Si	-0.0428	0.0876	0.0148
Si	0.0234	-0.0485	-0.0006
Si	-0.0306	0.0363	-0.0464
Si	0.0332	-0.0403	0.0126
Si	-0.0125	0.013	-0.0119
Si	0.0099	0.0029	-0.0409
Si	0.064	-0.052	-0.0047
Si	-0.0621	0.0202	-0.0159
Si	0.0937	-0.0893	0.0011
Si	0.0383	-0.022	0.0331
Si	-0.0412	0.055	0.0093
Si	-0.0798	0.0415	-0.0179
Si	0.0535	-0.0332	0.0201
Si	-0.0403	0.0155	0.0187
Si	0.0278	0.0136	0.0382
Si	-0.0137	-0.0075	0.0245
Si	-0.0659	0.0984	-0.0255
Si	-0.0369	0.0318	-0.0322
Si	0.1835	0.0369	-0.031
Si	0.0078	-0.0641	0.0124
Si	-0.0524	-0.0189	-0.0003
Si	0.1024	0.017	-0.016
Si	-0.0103	0.0254	0.0023
Si	-0.1274	-0.0774	0
Si	0.0317	-0.1456	-0.0321
Si	-0.096	0.1976	-0.5175
Si	-0.1266	0.1765	0.5389
Si	0.1329	-0.1226	-0.372
Si	0.0418	0.1036	0.5718
Si	-0.109	-0.0111	0.3252
Si	-0.0671	0.0001	-0.3353
Si	-0.0828	-0.0885	0.4025
Si	-0.2685	0.0633	-0.614
Si	0.0037	0.0033	0.0042
Si	-0.0001	-0.0005	0.0021
Si	0	0.0032	0.0047
Si	-0.0036	-0.0016	0.0023
Si	0.0016	0.0001	-0.0032
Si	0.0007	-0.0053	0.0021
Si	0.0021	0.0018	0.0023
Si	0.0049	0.0025	-0.0033
Si	-0.0012	-0.0054	-0.0034
Si	-0.0056	0.0037	-0.0018
Si	-0.0006	0	-0.0019
Si	0.0021	-0.011	-0.011
Si	0.0046	0.0007	0.0024
Si	0.0059	0.0027	-0.0062
Si	-0.0091	-0.0013	0.0083
Si	-0.0078	0.0026	-0.0009
Si	-0.002	0.0004	0.0025
Si	0.0022	-0.0029	-0.0025
Si	-0.0021	0.0001	-0.0035
Si	-0.008	0.0058	-0.0114
Si	-0.0013	0.0035	-0.0024
Si	-0.0078	0.0066	-0.0293
Si	0.0044	0.0032	0.0005
Si	0.0038	-0.004	-0.0049
O	-0.0054	-0.0082	0.0011
O	-0.0015	0.0008	0.0022
O	0.0002	0.0023	0.0008
O	-0.0012	0.0006	0.0013
O	-0.0004	-0.0002	0.0003
O	-0.0013	-0.0007	0.001
O	0.0567	0.0217	0.0456
O	0.0025	0.0189	0.025
O	0	-0.0004	-0.0007
O	-0.0002	0.0003	-0.0003
O	-0.0001	0.0001	0.0002
O	-0.0008	0.0006	-0.0001
O	0.0008	0.0005	0.0002
O	0.0001	0.0004	0.0003
O	-0.0001	-0.0002	-0.0013
O	-0.0005	-0.0009	-0.0004
Si	0.0001	-0.0003	0.0006
Si	-0.0007	-0.0001	-0.0007
Si	-0.0002	0.0037	0.0062
Si	-0.0002	-0.0001	0.0002
Si	-0.0003	0.0002	-0.0002
Si	0.0021	-0.0009	-0.0045
Si	-0.0001	0.0003	-0.0002
Si	-0.0005	0	-0.0002
Si	-0.0004	-0.0002	-0.0004
Si	-0.0001	-0.0001	-0.0003
Si	-0.0001	0.0013	0.0001
Si	-0.0014	-0.0009	-0.0012
Si	0.0026	0.0076	-0.0074
Si	-0.0001	0	-0.0002
Si	-0.0004	0.0007	-0.0012
Si	0.0032	-0.0006	-0.0013
Si	-0.0001	0.0001	-0.0001
Si	0.0004	-0.0007	-0.0012
Si	-0.0052	0.0011	0.001
Si	0.002	-0.0014	-0.0021
Si	-0.0005	-0.0001	0
Si	-0.0002	0	-0.0013
Si	0.0027	-0.0041	0.0034
Si	-0.0141	0.0148	0.0468
Si	-0.0006	0.0019	0.003
Si	0.0062	-0.0148	-0.0012
Si	-0.0003	-0.0001	-0.0001
Si	-0.0004	-0.0001	-0.0003
Si	-0.0001	-0.0001	0.0005
Si	0.0017	-0.0021	-0.0003
Si	-0.0057	0.003	0.0022
Si	-0.0038	-0.0014	0.0015
Si	-0.0036	-0.0018	-0.007
Si	-0.0005	-0.0003	-0.0007
Si	-0.0007	-0.0006	-0.0004
Si	-0.0003	0.0002	-0.0002
O	0.0001	0.0008	-0.0017
O	0.0003	-0.0018	-0.003
O	0.0001	-0.0002	-0.0002
O	0.0013	0.0007	0.0009
O	-0.0007	0.0002	-0.0005
O	0	0	0.0001
O	-0.0045	0.0012	-0.004
O	-0.0001	0.0004	0.0002
O	-0.0002	-0.0001	0.0001
O	-0.0043	-0.0088	0.0007
O	-0.0003	0.0001	0.0002
O	0.0003	-0.0024	0.0012
O	-0.0002	-0.0001	0
O	0.0001	-0.0004	-0.0002
O	-0.0099	0.0021	-0.0022
O	-0.0007	0.0042	-0.0008
O	-0.0002	0.0001	0.0001
O	-0.0003	-0.0001	0.0002
O	0.0013	0.002	0.0019
O	0.0017	0.0007	-0.004
O	-0.0003	0	0.0004
O	-0.0003	0.0001	0
O	-0.0009	-0.0003	0.0009
O	-0.0002	0	0
O	-0.0003	0	-0.0001
O	-0.0011	-0.0004	-0.0002
O	-0.0003	0	-0.0001
O	-0.0013	-0.0002	0.0003
O	-0.0006	-0.0015	0.0014
O	-0.0003	-0.0002	-0.0002
O	-0.0435	-0.0066	0.0106
O	0.0395	-0.0245	-0.0681
O	-0.0004	-0.0003	-0.0003
O	-0.0004	-0.0001	0.0001
O	0.0001	0.0002	0.0014
O	0.0002	-0.0001	-0.0002
O	-0.0064	-0.001	0.0048
O	0.0002	0.0001	0.0005
O	-0.0002	-0.0001	-0.0001
O	0.0034	-0.0003	-0.0027
O	-0.0005	0.0002	0.0001
O	-0.0004	-0.0002	0
O	-0.0003	0.0009	-0.0005
O	0.0056	0.0007	0.0003
O	0	0.0001	0
O	-0.0003	0	-0.0004
O	0.0026	-0.0051	0.0032
O	0.001	-0.0023	0.0001
O	-0.0004	-0.0002	-0.0002
O	-0.0004	0	0.0007
O	-0.0077	-0.001	0.0013
O	-0.0005	0.0012	-0.0015
O	0	-0.0002	-0.0001
O	-0.0003	0	0
O	0	-0.0002	-0.0001
O	-0.0021	0.0025	-0.0002
O	-0.0015	-0.0003	-0.0021
O	-0.0003	-0.0004	-0.0005
O	-0.0006	0.0042	0.0003
O	0.0003	0.0002	-0.0001
O	0.001	-0.0014	0.0014
O	-0.0001	0.0001	-0.0001
O	0.0002	-0.0002	0.0004
O	-0.0006	-0.0076	-0.0002

The program warned: the cutoff lies below the one the program advises for these potential files; the forces do not sum to zero within the program's tolerance; the exchange-correlation potential is rough where the density is thin.
